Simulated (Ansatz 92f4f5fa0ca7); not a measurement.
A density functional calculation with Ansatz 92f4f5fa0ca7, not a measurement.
Periodic cell of 259 atoms, Si144O115, from a study of silicon, its oxide and their interface. The atomic structure is a simulated model.
This geometry differs little from another in the collection (a relaxation step or a small displacement).

Settings
functional: r2SCAN
potential files: Ansatz PAW
basis: plane waves
wave-function cutoff: 800 eV
density cutoff ratio: 5
exchange-correlation grid ratio: 1
k mesh: 1 x 1 x 1, shifted by 0.5 0.5 0 of a step
self-consistency stop: 1e-10 eV per atom in the density residual
occupations: fixed
spin: none
net charge: 0

Cell vectors (angstrom)
a  10.88  0  0
b  0  10.88  0
c  0.84  -3.1484  35.5535

Atoms: element, x, y, z (angstrom)
Si  8.177  10.9739  -1.1789
Si  9.1426  8.4702  -2.8625
Si  5.1693  15.8982  -1.3948
Si  7.4969  6.5175  1.586
Si  12.2911  10.7931  -4.4938
Si  6.4768  8.8223  -0.0311
Si  4.3811  10.6415  23.6328
Si  10.5739  15.385  -3.2959
Si  9.0909  12.5892  1.1072
Si  10.5117  14.5564  1.3459
Si  11.3146  7.8409  -0.9654
Si  11.3786  9.7799  1.4926
Si  2.0809  11.6089  1.284
Si  5.8603  15.5967  1.5438
Si  14.2043  18.2456  1.7934
Si  5.0257  8.9863  1.7585
Si  6.7412  13.7665  2.6725
Si  9.4129  16.2974  2.578
Si  6.6943  8.0799  3.1201
Si  9.6619  10.8755  2.6548
Si  12.2033  13.4937  2.6062
Si  15.0386  16.4075  2.9112
Si  12.3377  19.0837  2.8795
Si  3.9711  10.8715  2.6149
Si  5.3992  12.2707  3.9285
Si  8.1645  14.9788  4.1158
Si  5.4119  6.7397  4.4638
Si  8.1929  9.5908  4.0486
Si  10.918  12.2183  4.133
Si  13.5698  14.9157  3.9742
Si  10.8469  17.6341  3.9738
Si  13.6299  9.5977  4.2255
Si  6.7751  10.9312  5.3715
Si  9.532  13.5982  5.4536
Si  6.8556  5.3705  5.5988
Si  9.5411  8.1732  5.3691
Si  12.2521  10.9179  5.536
Si  4.0715  13.5977  5.3632
Si  12.2125  16.2879  5.3751
Si  14.9223  19.0833  5.6178
Si  8.131  12.2501  6.7896
Si  10.8898  14.963  6.8089
Si  8.2148  6.8319  6.8013
Si  10.8791  9.4995  6.7855
Si  2.7559  12.2817  6.8104
Si  5.4121  14.8987  6.8129
Si  13.5302  17.6562  6.8304
Si  5.4779  9.5736  6.8403
Si  6.7744  13.5891  8.1796
Si  9.5395  16.3554  8.1665
Si  6.8355  8.1612  8.1567
Si  9.5201  10.8635  8.1249
Si  12.2729  13.6153  8.1666
Si  4.0706  16.2924  8.146
Si  12.1913  8.1547  8.184
Si  4.0897  10.9223  8.1763
Si  5.4236  12.2616  9.5545
Si  8.1262  15.0117  9.4872
Si  5.4629  6.7649  9.4832
Si  8.2076  9.4909  9.5082
Si  10.8944  12.2327  9.4845
Si  13.6161  14.9596  9.5451
Si  10.8705  17.6857  9.5692
Si  13.5736  9.5479  9.4855
Si  6.8363  10.8742  10.7775
Si  9.5286  13.6559  10.7608
Si  6.7942  16.3203  10.9486
Si  9.5157  8.141  10.9509
Si  12.2368  10.8936  10.9111
Si  4.0843  13.6258  10.9494
Si  12.2445  16.3111  10.8742
Si  4.0551  8.1322  10.7448
Si  8.1779  12.2953  12.0603
Si  10.8508  14.9619  12.199
Si  8.1876  17.639  12.352
Si  12.2427  8.0876  13.5761
Si  2.6949  12.2875  12.3003
Si  5.442  14.9576  12.3588
Si  13.6218  17.6817  12.1633
Si  5.4619  9.4658  12.0086
Si  6.9028  13.5396  13.5984
Si  9.5627  16.2328  13.7427
Si  7.7072  10.0593  14.5951
Si  13.4367  14.7996  17.0662
Si  1.2766  13.6668  13.6709
Si  4.0218  16.3571  13.6473
Si  11.3676  17.2161  14.9472
Si  4.1904  10.8379  13.382
Si  11.82  9.3808  22.4777
Si  11.0472  8.0157  17.5169
Si  6.7614  8.2157  13.5053
Si  9.7106  8.2401  20.3656
Si  9.5015  11.0163  13.484
Si  10.381  12.6843  14.9121
Si  2.1753  15.4978  14.8724
Si  10.8805  9.5205  12.2858
Si  11.4643  15.803  -0.4202
Si  4.7211  11.9024  -7.766
Si  5.9364  11.6977  14.7
Si  6.4076  11.8163  -3.5255
Si  7.7892  10.4976  19.3061
Si  9.6176  14.815  22.2075
Si  8.1082  12.6123  -5.8856
Si  7.8024  16.6423  -3.0169
Si  7.0265  17.6618  17.3081
Si  9.1684  13.4245  -10.6792
Si  7.7339  17.133  21.8327
Si  4.1031  13.7942  -3.3287
Si  5.1748  13.0433  17.4092
Si  8.6276  9.3296  16.5642
Si  12.5083  16.0243  22.1373
Si  13.2178  16.0294  -7.8188
Si  10.0011  8.8964  -5.6505
Si  10.9262  13.1676  -5.4895
Si  8.7363  12.8357  24.1584
Si  4.7707  9.4603  -2.5007
Si  4.367  14.4295  -6.1632
Si  3.1616  16.2459  19.6092
Si  5.0491  8.9304  -7.145
Si  11.1185  14.0818  -8.4559
Si  5.76  13.4259  23.6632
Si  8.6321  14.4033  14.9682
Si  7.8938  14.6918  17.2246
Si  13.3494  9.8967  17.4785
Si  4.7118  10.6541  19.1781
Si  11.8165  17.4643  -5.3539
Si  7.3897  16.9799  -8.4975
Si  9.2587  13.1305  19.509
Si  3.1009  11.1013  21.7069
Si  2.8534  7.3223  23.653
Si  3.0267  9.3029  14.6546
Si  11.5648  12.3565  17.7976
Si  5.711  6.9735  19.9835
Si  2.9636  17.4921  -0.3135
Si  3.734  14.0782  21.5235
Si  5.1872  7.11  14.8656
Si  5.6093  7.9941  22.6796
Si  7.3815  11.6866  -8.8549
Si  7.9081  8.9218  -7.8068
Si  4.5098  6.9166  -9.1459
Si  13.4185  11.4413  -1.8582
Si  3.2883  8.4817  -4.7548
Si  13.0943  12.2063  -9.5701
Si  7.1739  15.6116  -5.8106
O  9.1899  11.9903  -0.4232
O  10.7233  7.52  -6.0792
O  6.5682  16.1397  -2.1323
O  7.3952  7.4657  0.1989
O  10.9881  9.0868  0.0256
O  12.9964  11.8896  -0.3605
O  13.0573  16.0591  -0.1473
O  4.6018  8.4539  -8.6375
O  7.5426  12.9882  1.4449
O  4.0677  8.2175  15.3184
O  5.5051  8.15  21.0695
O  10.2527  9.1913  16.7059
O  12.5532  8.5297  17.825
O  11.4143  15.2109  -1.9324
O  3.5413  14.2665  -4.7758
O  6.2227  10.216  19.5083
O  13.5003  14.7948  22.446
O  12.7186  16.9956  23.3998
O  2.7914  10.028  -4.8447
O  7.4534  16.6301  -4.5954
O  9.1931  11.3074  23.936
O  12.1033  15.3306  -8.7613
O  7.7181  16.2502  17.6121
O  4.6417  17.6883  -10.7488
O  7.8609  14.1738  -5.5483
O  4.7845  12.223  18.7478
O  11.0927  9.5641  23.9102
O  6.5753  16.7082  20.7603
O  10.3151  7.7441  18.9424
O  3.1411  12.6348  21.2363
O  5.8504  8.7962  -1.5247
O  7.0203  7.2186  22.9506
O  13.42  16.019  18.145
O  5.438  15.1392  0.0097
O  3.1095  17.1608  -8.6623
O  12.2158  10.9549  -2.8611
O  5.4675  10.5185  -3.497
O  7.8142  16.1737  -9.8074
O  10.7101  12.1199  16.4333
O  4.1575  8.1335  -6.0673
O  3.789  10.3359  20.4618
O  4.3848  7.0498  23.201
O  12.8611  10.8057  -10.3277
O  8.97  8.6538  -4.4465
O  4.1742  8.2914  -3.4267
O  5.3938  11.9628  16.2278
O  8.3795  15.8217  22.4974
O  4.3759  17.2741  -1.0794
O  8.1418  7.5312  -8.5905
O  12.3243  13.7627  17.6158
O  10.6362  12.3822  19.1209
O  8.126  10.3141  17.7415
O  5.8301  17.408  16.2515
O  10.9183  14.0643  -6.8435
O  8.1228  7.7868  16.7127
O  8.6969  9.4859  20.176
O  4  14.0707  17.0357
O  11.0956  9.9165  -5.092
O  3.8834  14.8897  20.1385
O  12.9107  7.6362  -1.1841
O  13.1851  8.5416  22.7411
O  10.8823  8.6635  21.3927
O  5.7706  17.0452  -8.4652
O  7.3257  13.1435  23.4483
O  8.9019  7.0263  21.0372
O  5.7981  12.0046  -8.974
O  13.294  10.1663  15.8909
O  11.7288  12.6473  -8.8609
O  12.9321  7.4792  -4.6269
O  8.0998  12.0253  19.7252
O  6.5191  13.9078  17.5644
O  4.0034  9.8005  17.9918
O  7.2582  11.8792  -2.1514
O  6.5192  7.4625  18.6807
O  12.2249  12.2195  -5.2728
O  7.6066  10.0891  -8.874
O  12.5177  16.5931  -6.4937
O  5.4958  9.4642  23.3464
O  4.8308  10.5045  -6.9974
O  9.3689  13.9717  20.8665
O  10.7548  17.3005  -0.3654
O  13.5467  13.3309  -10.6332
O  8.1668  12.3094  -10.0992
O  11.0866  17.5931  16.5447
O  9.0486  15.6295  -2.8252
O  9.8203  14.2139  -9.41
O  12.3928  10.7698  21.8855
O  4.2776  17.3783  19.4734
O  7.4007  10.1759  0.0062
O  12.9351  16.6878  20.7122
O  8.1683  7.2434  -2.5046
O  11.0879  16.603  -4.2141
O  10.654  8.0972  -2.4134
O  3.2662  12.038  -8.3866
O  5.5791  13.1949  -3.5785
O  10.9657  15.6568  22.0439
O  5.5735  15.4714  -5.9456
O  5.1538  13.9773  22.2776
O  8.9864  14.1195  18.2654
O  4.9991  13.0257  -6.6449
O  9.1787  9.3993  -6.9379
O  9.8  13.837  23.4788
O  6.6167  8.65  -6.8601
O  3.624  10.2479  -1.6663
O  4.1965  15.0511  -2.3476
O  7.8331  16.2066  -7.1591
O  12.6189  11.1798  18.1255
O  3.395  14.9114  -7.3437
O  7.8562  12.3124  -7.4444
O  9.6338  12.2174  -5.5736
O  3.1746  12.6937  -2.6397
O  8.8325  9.8556  -2.1228
O  7.2459  11.692  -4.8907
O  5.0995  12.0186  24.1028
O  10.7693  14.0618  -4.1696

Results
free energy: -157705.198 eV
free energy less fixed offsets of O -570.45, Si -639.56 eV per atom: -6.808 eV

Forces (eV/angstrom), in the order of the atoms: element, x, y, z
Si  -0.0093  -0.0066  -0.0896
Si  -0.0095  -0.0114  -0.0633
Si  0.016  -0.0135  -0.09
Si  0.0033  0.0171  -0.0287
Si  -0.0039  -0.0017  -0.083
Si  0.0073  0.0122  -0.0806
Si  -0.0061  0.0021  0.0195
Si  -0.0132  -0.0014  -0.0854
Si  0.0019  -0.0102  -0.0467
Si  0.0018  0.0024  0.0024
Si  -0.0093  -0.0003  -0.0726
Si  -0.0049  -0.0071  -0.0287
Si  0.002  0.0104  -0.0317
Si  -0.0088  -0.0015  -0.0346
Si  0.0002  0.0023  0.0029
Si  0.0061  0.0009  -0.0012
Si  0.006  -0.0135  -0.0084
Si  0.0038  -0.0033  0.0053
Si  -0.0013  0.0041  0.0044
Si  -0.0004  0.0031  0.0032
Si  -0.0039  0.001  -0.0018
Si  -0.0003  -0.0002  -0.0009
Si  0.0082  -0.0012  -0.0047
Si  -0.0008  -0.0053  -0.0046
Si  0.0013  -0.002  -0.0047
Si  -0.0005  -0.0009  -0.0058
Si  -0.0008  0.005  -0.0017
Si  0.0013  0.003  -0.0088
Si  -0.0001  0.002  -0.0046
Si  -0.0025  -0.0012  -0.0003
Si  0.0012  -0.0029  -0.0025
Si  0.0046  -0.0012  -0.004
Si  0.0006  0.0003  -0.0045
Si  -0.0003  0.0005  -0.0026
Si  0.002  -0.0038  0.0079
Si  -0.0014  -0.0005  -0.0054
Si  -0.0004  -0.0001  0.0031
Si  -0.0016  0.0027  -0.0033
Si  -0.0033  -0.002  -0.0039
Si  -0.0024  0.0014  0.0008
Si  -0.0051  -0.0022  0.0002
Si  0.0026  0.0073  0.0007
Si  -0.0003  0.0024  -0.0005
Si  -0.0008  0  -0.0042
Si  0.0006  0.0013  -0.0004
Si  -0.0005  -0.0005  0.002
Si  -0.0008  0.0008  0.0012
Si  0.0024  0.0016  0.0003
Si  -0.0058  0.003  0.0004
Si  -0.0022  0.0057  -0.0006
Si  0.0054  0.0011  0.0016
Si  0.0006  -0.0029  -0.0005
Si  0.0039  -0.0009  -0.0007
Si  -0.0003  -0.0056  0.0008
Si  -0.0038  -0.0007  0.0003
Si  -0.0005  0.0062  -0.0017
Si  -0.0015  -0.0009  -0.0014
Si  -0.0028  0.0028  -0.0024
Si  0.0022  -0.0002  0.0008
Si  -0.002  -0.0018  0.0007
Si  0.0028  -0.0006  -0.0013
Si  0.0049  0.0008  -0.0002
Si  0.0012  0.0021  -0.0005
Si  -0.0025  0.0037  -0.0025
Si  0  -0.0011  -0.0021
Si  -0.0027  0.0027  -0.0006
Si  -0.0025  0.0007  0.0026
Si  -0.0014  0.0022  0.0024
Si  -0.0013  0.0004  0.0015
Si  -0.0019  -0.0008  0.0034
Si  0.0018  -0.0015  -0.0011
Si  0.0019  0.0006  0.0003
Si  -0.0011  0.0012  0.0024
Si  -0.0012  0.0026  0.0014
Si  -0.001  -0.0002  0.0042
Si  -0.0012  -0.0042  -0.0008
Si  0.0006  0.0015  -0.0044
Si  -0.0014  0.0011  0.0057
Si  0.0005  0.0023  0.002
Si  -0.0024  -0.0016  0.0037
Si  0.0035  -0.0013  0.0003
Si  -0.0008  -0.0067  -0.0059
Si  -0.0027  0  -0.0032
Si  -0.0025  -0.0054  0.0633
Si  -0.0037  0.0016  -0.0015
Si  -0.004  -0.0015  -0.0066
Si  -0.0082  0.0095  0.0264
Si  0.0007  0.0009  -0.001
Si  0.012  0.0037  0.0478
Si  -0.0018  0.0052  0.0681
Si  0.0032  0.004  -0.001
Si  0.0041  -0.0061  0.0704
Si  -0.0012  0.0027  0.0015
Si  0.0091  -0.0084  0.0285
Si  0.001  -0.0072  0.0003
Si  0.0034  -0.0025  -0.0005
Si  -0.0005  0.0022  -0.0773
Si  -0.0034  -0.0076  -0.009
Si  -0.0054  0.0063  0.0255
Si  -0.0016  0.0041  -0.0699
Si  -0.0041  -0.004  0.0614
Si  0.0073  0.0059  0.0547
Si  0.0068  0.0042  -0.0337
Si  0.0075  -0.0063  -0.0662
Si  -0.0023  0.0072  0.0634
Si  -0.0055  0.0024  0.0251
Si  -0.0008  -0.003  0.0482
Si  0.0114  -0.0085  -0.0649
Si  -0.0131  -0.0036  0.0646
Si  -0.0013  0.0044  0.0563
Si  -0.0034  0.0007  0.05
Si  0.0033  -0.0009  -0.0149
Si  0.0047  0.0005  -0.048
Si  -0.0055  -0.0052  -0.0413
Si  -0.0002  -0.0075  0.0328
Si  -0.0137  0.0106  -0.0839
Si  0.0092  0.0009  -0.0376
Si  0.0072  0.0004  0.0711
Si  0.0075  0.008  -0.0217
Si  0.0064  0.0022  -0.0099
Si  0.0089  -0.0028  0.0365
Si  0.0022  0.0009  -0.0024
Si  0.001  -0.0047  0.0577
Si  0.0084  0.0041  0.0806
Si  -0.0038  -0.0118  0.0689
Si  0.0096  0.0016  -0.0507
Si  -0.013  0.0073  -0.0026
Si  -0.0042  -0.0006  0.0735
Si  -0.0057  -0.0012  0.0535
Si  0.0008  0.0018  0.0322
Si  -0.0034  0.0036  0.0243
Si  0.0037  -0.0007  0.0619
Si  -0.0026  -0.002  0.0648
Si  -0.0007  -0.0007  -0.069
Si  0.0042  -0.0106  0.0509
Si  0.0032  -0.0014  0.0283
Si  -0.008  0  0.0486
Si  -0.0033  -0.0015  0.0001
Si  -0.0068  -0.003  -0.0114
Si  0.0027  0  0.0168
Si  0.0095  -0.005  -0.0935
Si  -0.0064  -0.0029  -0.0559
Si  0.0053  -0.0025  0.0203
Si  -0.0008  -0.0104  -0.0416
O  0.0065  0.0214  0.0582
O  0.0014  -0.0005  0.0171
O  -0.0274  -0.0036  0.043
O  -0.0047  -0.0225  0.0372
O  0.0043  0.0165  0.0443
O  -0.0101  -0.0032  0.0722
O  0.0054  0.0029  0.0287
O  0.0003  -0.0017  -0.0004
O  -0.0035  0.0126  0.0218
O  0.0003  0.0011  -0.0206
O  -0.0014  -0.0122  -0.0389
O  -0.0087  0.0055  -0.0282
O  -0.0034  0.0041  -0.0178
O  0.0098  0.0048  0.0774
O  0.0003  -0.0044  0.0413
O  0.0012  0.0063  -0.0246
O  0.0037  -0.0003  -0.0225
O  -0.0022  -0.0073  -0.0202
O  -0.0026  0.0013  0.019
O  0.0038  0.0105  0.0439
O  -0.0027  0.0053  -0.0076
O  -0.0013  -0.0031  0.0038
O  0.0041  -0.0049  -0.024
O  -0.0011  -0.0028  -0.0127
O  0.0004  -0.001  0.015
O  0.009  0.0215  -0.0486
O  0.0069  -0.0039  -0.0226
O  -0.0064  0.0033  -0.0271
O  0.0123  0.0001  -0.0543
O  0.0012  0.0031  -0.0235
O  0.0179  -0.0088  0.0628
O  0.0027  -0.0052  -0.0169
O  -0.0088  -0.0199  -0.0596
O  0.0085  0.0008  0.0638
O  0.0015  -0.0016  0.0049
O  0.0099  0.0065  0.0386
O  -0.0035  -0.0117  0.0362
O  0.0102  0.0003  -0.0154
O  -0.0095  0.01  -0.048
O  -0.0082  -0.0022  0.0218
O  0.0178  -0.0039  -0.0531
O  0.0107  0.0025  -0.0132
O  0.0011  -0.0022  -0.0169
O  -0.0077  -0.0053  0.0476
O  0.0168  0.0071  0.0439
O  0.0081  -0.0136  -0.0437
O  0.0012  0.0031  -0.0146
O  -0.0243  0.0156  0.0433
O  0.0039  0.0037  0.0072
O  -0.0092  0.0015  -0.0258
O  0.009  -0.0081  -0.0381
O  0.0072  -0.014  -0.0552
O  -0.0115  0.0007  -0.0385
O  -0.0022  -0.0064  0.0196
O  0.0038  0.0104  -0.031
O  -0.0109  0.0132  -0.0294
O  -0.0094  -0.0022  -0.0233
O  0.0045  0.0067  0.0235
O  -0.0002  0.0106  -0.038
O  0.0142  -0.0069  0.0396
O  -0.0083  0.0056  -0.0174
O  -0.0176  -0.0085  -0.0378
O  -0.0017  -0.0012  -0.0056
O  0.0004  0.0042  -0.0049
O  0.0117  0.0125  -0.0225
O  -0.0009  -0.0002  0.0055
O  0.0081  -0.0064  -0.0365
O  0.0044  0.0002  -0.0008
O  0.0062  0.0018  0.0164
O  0.001  0.0018  -0.0224
O  -0.0059  0.0076  -0.0276
O  -0.0157  -0.0017  -0.0294
O  0.0201  -0.0112  0.0503
O  0.0155  -0.007  -0.0491
O  0.0031  -0.006  0.0239
O  -0.0004  0.002  0.01
O  -0.007  0.0081  0.022
O  0.0048  -0.0095  -0.0157
O  -0.0053  0.0002  0.0012
O  -0.004  -0.0247  -0.0566
O  0.0022  -0.008  0.0245
O  0.0068  -0.0003  -0.0186
O  0.0044  0.0028  -0.0023
O  0.0048  -0.0127  -0.044
O  0.0022  -0.0013  0.0241
O  0.0007  -0.0036  -0.0041
O  -0.0004  0.0021  -0.0173
O  -0.0005  -0.0054  -0.0324
O  -0.0133  -0.0124  0.0397
O  0.0151  0.002  -0.0422
O  0.0028  0.0076  0.0296
O  -0.0109  -0.0142  0.0399
O  0.019  -0.0001  0.0464
O  0.0067  -0.0016  -0.0024
O  -0.0097  0.0043  0.0223
O  -0.0025  -0.0048  -0.019
O  0.0025  -0.001  0.0124
O  -0.0111  0.0047  -0.0239
O  -0.0169  0.0088  -0.0486
O  -0.0012  0.0042  0.0114
O  0.0072  0.0008  0.0189
O  0.0008  0.0039  -0.0265
O  -0.0008  0.0052  0.0056
O  -0.0031  0.0055  0.0324
O  0.0023  0.0228  0.0369
O  -0.0011  -0.0038  0.0162
O  -0.0102  0.0117  -0.0224
O  0.0009  -0.0035  0.0155
O  0.0044  0.0031  0.0158
O  0.004  0.0041  0.0149
O  -0.0087  -0.012  0.0301
O  -0.0076  0.0196  0.0414
O  -0.0134  -0.0056  0.038
O  0.0019  -0.0024  -0.0127
O  0.0006  0.016  0.0332

The program warned: the cutoff lies below the one the program advises for these potential files; the forces do not sum to zero within the program's tolerance; empty levels may hold ghost states of the PAW files; the exchange-correlation potential is rough where the density is thin.
